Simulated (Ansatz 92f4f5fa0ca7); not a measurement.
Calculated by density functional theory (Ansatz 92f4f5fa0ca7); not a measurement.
Periodic cell of 227 atoms, Si134O92H1, from a study of silicon, its oxide and their interface. The atomic structure is a simulated model.
Doubt: the cutoff is far below the 930 eV that the study's wrapper takes by default for these files, so forces and energies are approximate.
This geometry differs little from another in the collection (a relaxation step or a small displacement).

Settings: functional PBE; potential files Ansatz PAW; basis plane waves; wave-function cutoff 580 eV; density cutoff ratio 5; exchange-correlation grid ratio 1; k mesh 1 x 1 x 1, Gamma-centred; self-consistency stop 5e-08 eV per atom in the density residual; occupations fixed; spin none; net charge +1 e, with a uniform compensating background and no finite-size correction.

Cell vectors (angstrom)
a  10.938  0  0
b  0  10.938  0
c  0  0  32.8919

Atoms: element, x, y, z (angstrom)
Si  0.2925  -0.2309  25.4429
Si  5.8731  -0.2502  25.4327
Si  2.5256  3.0814  25.2981
Si  7.938  3.213  25.3274
Si  0.2515  5.3489  25.2765
Si  5.7058  5.494  25.4405
Si  2.4838  8.4066  25.4795
Si  8.0141  8.3745  25.7342
Si  1.4109  1.4461  26.6719
Si  6.8892  1.4805  26.6539
Si  4.0979  4.2098  26.654
Si  9.5967  4.2041  26.6662
Si  1.3382  6.848  26.7725
Si  6.8066  6.8643  26.9832
Si  4.1413  9.6106  26.6869
Si  9.6412  9.6318  26.8166
Si  2.7474  0.0407  28.0671
Si  8.2016  0.0695  28.0938
Si  -0.0243  2.7502  28.0581
Si  5.4349  2.766  28.0479
Si  2.7355  5.4883  28.1051
Si  8.2427  5.4619  28.1559
Si  -0.0118  8.1965  28.1483
Si  5.3912  8.2534  28.1713
Si  4.1018  1.3673  29.4736
Si  9.5708  1.3673  29.4736
Si  1.3673  4.1018  29.4736
Si  6.8362  4.1018  29.4736
Si  4.1018  6.8362  29.4736
Si  9.5708  6.8362  29.4736
Si  1.3673  9.5708  29.4736
Si  6.8362  9.5708  29.4736
Si  0  0  30.8409
Si  5.469  0  30.8409
Si  2.7345  2.7345  30.8409
Si  8.2035  2.7345  30.8409
Si  0  5.469  30.8409
Si  5.469  5.469  30.8409
Si  2.7345  8.2035  30.8409
Si  8.2035  8.2035  30.8409
Si  1.3673  1.3673  32.2081
Si  6.8362  1.3673  32.2081
Si  4.1018  4.1018  32.2081
Si  9.5708  4.1018  32.2081
Si  1.3673  6.8362  32.2081
Si  6.8362  6.8362  32.2081
Si  4.1018  9.5708  32.2081
Si  9.5708  9.5708  32.2081
Si  2.7345  0  0.6835
Si  8.2035  0  0.6835
Si  0  2.7345  0.6835
Si  5.469  2.7345  0.6835
Si  2.7345  5.469  0.6835
Si  8.2035  5.469  0.6835
Si  0  8.2035  0.6835
Si  5.469  8.2035  0.6835
Si  4.1018  1.3673  2.0507
Si  9.5708  1.3673  2.0507
Si  1.3673  4.1018  2.0507
Si  6.8362  4.1018  2.0507
Si  4.1018  6.8362  2.0507
Si  9.5708  6.8362  2.0507
Si  1.3673  9.5708  2.0507
Si  6.8362  9.5708  2.0507
Si  0  0  3.418
Si  5.469  0  3.418
Si  2.7345  2.7345  3.418
Si  8.2035  2.7345  3.418
Si  0  5.469  3.418
Si  5.469  5.469  3.418
Si  2.7345  8.2035  3.418
Si  8.2035  8.2035  3.418
Si  1.3876  1.3384  4.7878
Si  6.8462  1.3703  4.7666
Si  4.0899  4.093  4.7362
Si  9.6135  4.0295  4.8961
Si  1.3914  6.7951  4.7764
Si  6.8905  6.7974  4.8132
Si  4.0556  9.5543  4.8131
Si  9.5474  9.6002  4.6746
Si  2.7021  0.0036  6.2359
Si  8.2122  -0.0398  6.084
Si  0.0385  2.54  6.3114
Si  5.452  2.7236  6.0758
Si  2.7078  5.3726  6.1583
Si  8.2919  5.4424  6.2999
Si  -0.0938  8.1781  5.9578
Si  5.3738  8.0978  6.1125
Si  3.9127  1.6225  7.4824
Si  9.7618  0.8619  7.6384
Si  1.6277  3.7899  7.5555
Si  6.6468  4.2071  7.4367
Si  4.3815  6.3965  7.4622
Si  9.2932  7.2892  7.5198
Si  1.0877  9.5437  7.3781
Si  6.9263  9.3687  7.27
O  5.535  5.3211  7.9381
O  -0.2665  -0.6306  8.4281
O  2.8048  2.7201  7.9953
O  7.9253  8.1623  7.7316
O  1.4124  9.5706  25.0067
O  6.7606  4.315  24.9479
O  6.9916  9.5138  25.141
O  -0.3144  6.0489  23.8717
O  6.5131  10.1846  8.6449
O  1.0979  4.439  8.9717
O  1.6962  8.5118  8.4958
O  7.2042  3.3694  8.7328
O  9.9689  7.6678  9.0188
O  4.6137  1.0834  8.8803
O  3.7611  6.8822  8.9166
O  9.1838  1.583  8.9686
O  5.5131  0.2525  23.9145
O  8.6537  2.8856  23.8853
O  8.4142  6.1181  22.2671
O  5.2676  6.4041  24.1324
O  8.4973  7.4016  24.5243
O  3.2969  2.4681  23.9677
O  2.905  7.5761  24.118
O  10.5827  0.3064  24.0358
Si  5.6731  10.0468  12.3453
Si  9.5197  4.9301  14.6799
Si  17.8223  15.2433  16.4973
Si  2.8736  8.4207  18.3594
Si  4.1942  4.1783  14.8631
Si  0.0678  0.6931  22.4954
Si  3.635  14.2708  19.8079
Si  -2.305  2.5458  22.2955
Si  -2.3249  9.5887  12.226
Si  2.9619  1.7693  22.5117
Si  6.1939  1.9926  18.4547
Si  8.1619  2.5847  9.7731
Si  10.208  -1.8254  9.7475
Si  14.0336  8.2946  9.3426
Si  1.3927  7.7798  11.4762
Si  7.217  11.3845  20.9115
Si  8.5365  5.2876  20.8725
Si  1.528  4.7507  10.5214
Si  14.7958  -4.4644  20.2526
Si  -1.1675  9.3842  21.2445
Si  6.6166  6.2907  18.9215
Si  12.6091  1.612  18.0225
Si  3.7719  -1.3346  14.6164
Si  11.3532  7.93  16.7242
Si  2.6854  12.5702  14.1075
Si  4.9286  -0.5178  22.5914
Si  10.9644  2.427  15.5018
Si  4.0987  10.8543  17.3317
Si  2.9179  6.9061  15.9252
Si  3.8246  3.4723  12.0742
Si  -1.5803  7.3752  19.0009
Si  6.4928  1.9626  12.1865
Si  8.9782  12.4514  13.5589
Si  9.9445  3.6407  11.9374
Si  9.388  6.956  23.261
Si  4.2623  7.3421  23.2423
Si  5.0761  -0.4137  9.3149
Si  10.5759  -3.0989  13.9925
O  7.2805  1.7089  21.9583
O  3.7534  9.7857  18.5362
O  8.8974  3.7883  21.2954
O  8.7912  10.9003  13.1516
O  9.951  8.6639  19.7957
O  10.9041  8.738  15.3417
O  13.8081  8.3264  10.9667
O  1.3591  1.6408  22.4488
O  4.0062  4.5521  13.2818
O  9.6396  5.9995  19.8698
O  3.5009  -8.2118  21.3162
O  11.932  7.6419  13.0482
O  1.2885  6.3449  10.7307
O  5.1267  13.8694  19.2651
O  11.3704  -1.9904  10.842
O  5.8156  10.6244  21.2436
O  9.0072  -1.1679  10.6144
O  3.0319  8.1553  14.8526
O  3.5573  13.6055  15.0736
O  -1.0917  1.5967  21.8723
O  1.3273  6.6683  16.2217
O  3.0459  4.2147  10.8398
O  7.0451  9.1935  12.1991
O  7.2072  1.1314  19.4192
O  4.7698  -1.7065  13.3901
O  0.1413  10.3054  21.5543
O  8.2373  15.6283  15.6586
O  2.9913  2.1466  12.5689
O  16.2948  0.8666  17.6387
O  14.8857  -4.3974  21.8718
O  11.4313  13.1275  17.0348
O  9.0093  14.6464  10.5924
O  9.9543  6.4863  14.6311
O  -7.3106  7.4323  17.2914
O  1.1266  1.8367  14.4682
O  1.3804  8.8298  17.7307
O  2.466  13.7481  18.7955
O  15.9467  -0.6945  10.8834
O  10.7555  4.0289  15.2526
O  7.3093  1.6319  10.791
O  3.5013  11.1693  22.3536
O  5.3642  3.032  11.7193
O  3.4919  5.4381  15.5981
O  2.9287  10.9465  14.1698
O  -3.358  13.3122  13.3444
O  7.7363  7.4855  18.7774
O  4.5242  -0.9137  15.9919
O  9.2788  4.5795  13.0888
O  4.854  8.8189  22.8823
O  5.8394  11.5756  12.8665
O  -1.3965  1.6822  15.083
O  11.9517  0.6838  19.1825
O  3.4732  4.9523  19.8406
O  9.4608  8.429  12.9651
O  7.1258  5.232  20.0637
O  -0.8631  7.3656  17.544
O  5.7265  4.091  15.3723
O  8.3916  10.2647  21.1451
O  10.0416  13.0414  12.4658
O  9.8337  8.2848  22.4475
O  -10.4109  4.0377  11.5701
O  5.2448  -4.0157  19.5075
O  7.0443  13.8816  17.4126
O  13.6733  11.7244  17.075
O  3.9835  -1.449  8.6976
O  2.7392  7.5796  19.7535
O  1.3631  4.1883  24.8343
O  6.4552  16.4814  17.48
H  11.6711  -0.214  18.9353

Results
free energy: -137528.484 eV
free energy less fixed offsets of H -15.97, O -568.88, Si -635.61 eV per atom: -3.814 eV

Forces (eV/angstrom), in the order of the atoms: element, x, y, z
Si  -0.0103  0.0117  0.018
Si  -0.017  0.0266  0.0279
Si  -0.0119  -0.0058  0.0544
Si  0.0024  -0.0067  0.018
Si  0.0182  -0.0407  0.0141
Si  0.0068  -0.0175  0.0072
Si  0.0245  0.0081  0.0181
Si  0.0336  0.0146  0.0452
Si  -0.0022  0.0473  -0.022
Si  -0.0018  -0.003  0.002
Si  -0.0192  0.0033  -0.0025
Si  0.005  -0.0013  0.0024
Si  -0.0013  -0.0052  0.0174
Si  -0.0011  0.0087  -0.0095
Si  -0.0197  0.0102  -0.0057
Si  -0.0082  -0.0174  -0.01
Si  0.0248  -0.0118  0.0281
Si  0.0246  0.0143  0.0217
Si  -0.008  -0.0153  0.0081
Si  0.0001  -0.0086  0.0101
Si  0.01  0.0074  0.0134
Si  0.0156  0.0144  0.0221
Si  -0.0134  -0.0002  0.0194
Si  -0.0046  -0.0326  0.0233
Si  0.0918  0.1449  -0.1704
Si  0.0509  0.2613  0.0357
Si  -0.091  -0.0401  -0.2428
Si  -0.0549  -0.24  -0.1173
Si  -0.3672  0.0208  0.4048
Si  0.0403  0.0384  0.5181
Si  0.2304  0.1044  -0.1439
Si  -0.0014  0.3592  -0.0515
Si  0.0661  0.0325  -0.0422
Si  0.1048  0.0497  0.0017
Si  -0.0031  -0.0302  -0.0445
Si  -0.0194  -0.0316  0.0137
Si  0.0198  0.0391  0.022
Si  0.0503  0.0381  -0.0403
Si  0.0338  -0.0353  0.0393
Si  0.0462  -0.0261  -0.0341
Si  0.0009  0.0145  -0.0016
Si  -0.0088  -0.0003  -0.0142
Si  -0.0104  0.0169  -0.0225
Si  -0.0047  0.0199  -0.0373
Si  -0.017  0.0502  -0.016
Si  -0.0308  0.0402  -0.0103
Si  -0.0256  -0.0238  -0.0408
Si  -0.068  -0.0323  -0.0121
Si  0.0579  -0.0605  0.014
Si  -0.0212  0.0431  0.037
Si  -0.0396  0.0235  -0.0066
Si  0.07  -0.0492  0.0168
Si  0.0067  0.0061  0.03
Si  0.0328  -0.0208  0.0114
Si  0.0778  -0.0416  0.0182
Si  -0.0175  0.0378  -0.0063
Si  -0.0852  0.0342  0.0061
Si  0.0978  0.0447  -0.0085
Si  -0.0519  -0.0752  -0.0199
Si  -0.0562  0.0791  0.0174
Si  0.0938  0.0806  0.0281
Si  -0.1499  0.0239  0.0513
Si  -0.0665  -0.0238  -0.0183
Si  -0.0899  -0.1789  -0.0035
Si  0.2689  0.2642  -0.4751
Si  -0.1074  -0.2222  0.2206
Si  -0.1182  -0.1249  -0.2474
Si  0.2013  0.1907  0.2036
Si  0.0263  -0.5113  0.3268
Si  0.2924  0.0235  -0.0302
Si  -0.1525  -0.009  -0.0712
Si  -0.3161  -0.2364  -0.3597
Si  -0.0088  -0.0337  0.0513
Si  -0.0069  0.0357  -0.017
Si  0.0111  0.0056  -0.0286
Si  -0.0078  0.004  0.0131
Si  0.0383  -0.0169  -0.0366
Si  -0.0126  -0.0105  0.0089
Si  -0.0034  0.0061  0.0202
Si  0.0335  0.0188  -0.0127
Si  -0.1131  -0.0924  0.0607
Si  -0.0203  -0.0567  0.0981
Si  0.0049  0.0179  -0.0052
Si  0.0013  -0.0087  0.0373
Si  -0.0077  0.002  0.0267
Si  0.0169  -0.0178  0.007
Si  -0.1482  -0.0426  0.172
Si  -0.0008  0.0099  0.0052
Si  -0.0189  -0.0252  -0.075
Si  0.0435  0.0096  -0.2313
Si  0.0005  -0.0422  -0.0722
Si  -0.0278  0.0187  -0.0681
Si  -0.0033  0.0253  -0.0487
Si  0.1447  0.0041  -0.1717
Si  0.0697  0.2348  -0.1706
Si  -0.0465  0.0711  -0.1108
O  0.0237  -0.0307  0.0429
O  0.0171  -0.1791  0.0561
O  -0.0047  0.0229  0.0236
O  0.0164  -0.0012  0.0324
O  0.0101  0.0002  -0.0046
O  -0.0188  0.0287  0.0128
O  -0.0147  -0.0113  0.0108
O  -0.0269  0.034  -0.0142
O  -0.0093  0.0175  0.0481
O  0.01  0.0281  0.0799
O  0.0653  -0.1085  0.116
O  0.0192  -0.0293  0.0374
O  -0.0176  -0.007  0.0467
O  0.0232  -0.0037  0.0442
O  -0.0024  -0.0049  0.0119
O  -0.0897  0.0882  0.1742
O  -0.0104  -0.0094  -0.0425
O  0.0078  -0.0145  -0.0395
O  -0.0027  0.0026  -0.0044
O  -0.0231  0.0315  -0.0206
O  0.0165  -0.0139  -0.055
O  -0.0012  -0.0467  -0.0851
O  0.0234  -0.0168  -0.031
O  0.0124  0.0319  -0.084
Si  0.0045  0.0018  -0.0117
Si  0.0087  0.001  0.0072
Si  0.0014  -0.0076  0.0031
Si  0.0065  -0.0019  -0.0028
Si  -0.0029  0  0.0171
Si  0.0133  0.0548  0.013
Si  -0.0034  -0.0256  0.0213
Si  0.0197  0.0173  0.0143
Si  -0.0062  -0.0013  -0.0089
Si  -0.0734  0.0197  -0.0227
Si  -0.0008  0  0.0074
Si  0.0123  -0.009  -0.0281
Si  0.0179  0.0751  -0.1617
Si  -0.0143  0.0002  -0.0718
Si  0.0006  0.0063  -0.0261
Si  -0.0044  0.0016  -0.0073
Si  0.0061  -0.0074  0.011
Si  -0.0219  0.0315  -0.0295
Si  0.0027  -0.0034  0.0172
Si  0.001  -0.0162  0.0137
Si  -0.0034  -0.0039  -0.0003
Si  -0.0001  -0.0003  0.0207
Si  0.0007  -0.003  -0.0015
Si  -0.0001  -0.0033  -0.002
Si  0.0023  -0.0015  0.0132
Si  -0.0129  0.0027  -0.0045
Si  -0.0032  0.0015  0.0109
Si  0.0016  0.0088  0.0021
Si  -0.0039  -0.0028  0.0053
Si  -0.0004  0.0035  0.0004
Si  0.0088  0.0008  0.0008
Si  0.0122  -0.0115  0.0034
Si  0.0022  -0.0092  0.0083
Si  0.0107  0.0038  -0.0073
Si  0.0113  -0.0002  -0.0091
Si  0.0004  -0.015  0
Si  -0.0071  0.0113  -0.0607
Si  0.0006  -0.0006  -0.012
O  -0.0122  -0.0159  0.0081
O  -0.0018  -0.0015  0.003
O  -0.0003  0.0101  0.0029
O  0.0011  0.0194  -0.0012
O  -0.0094  -0.0152  0.0012
O  0.0047  0.0044  0.0085
O  -0.0089  -0.0046  0.0446
O  0.0776  -0.0328  0.0245
O  0.0054  0.0063  0.0069
O  0.0047  0.0126  -0.0047
O  -0.0123  -0.0149  0.0123
O  -0.016  -0.0025  0.0299
O  0.0086  -0.0102  0.0096
O  -0.0122  -0.0015  0.0052
O  0.0495  -0.0379  0.0497
O  0.0141  0.0039  0.0038
O  -0.0424  0.0106  0.0618
O  0.003  -0.0038  -0.0027
O  0.0023  0.0024  -0.0051
O  0.0316  -0.0307  0.0391
O  -0.003  0.005  0.001
O  0.0183  -0.0121  0.0035
O  -0.0118  0.0049  -0.0085
O  -0.006  0.0057  -0.0006
O  -0.0178  -0.007  0.0122
O  -0.0027  -0.0115  0.0072
O  -0.0071  -0.0011  -0.0012
O  -0.0038  -0.0095  -0.0031
O  -0.0052  -0.0057  -0.001
O  -0.0045  -0.0037  -0.0131
O  0.0081  -0.0017  0.0098
O  0.0151  0.0127  0.0162
O  -0.0052  -0.0068  -0.0084
O  -0.0005  0.0053  0.0087
O  -0.003  0.0015  -0.0057
O  0.0007  -0.0021  0.0008
O  -0.0066  -0.0262  0.0004
O  0.0048  -0.0125  0.0471
O  0.0001  -0.0017  -0.0091
O  -0.0236  -0.0079  0.0309
O  -0.0163  0.0313  0.0187
O  -0.0087  0.0045  -0.0095
O  -0.0002  0.0038  -0.008
O  0.0028  -0.004  -0.0091
O  0.0046  0.002  -0.0051
O  -0.0024  -0.0056  0.0071
O  -0.0002  0.0017  0.0027
O  -0.0015  0.0092  0.0078
O  0.0044  0.0154  0.0187
O  -0.0024  0.0067  -0.0011
O  0.0051  0.0028  0.002
O  -0.0122  -0.0575  -0.0368
O  0.0012  -0.0022  0.0096
O  0.0146  -0.0112  0.0055
O  -0.0122  0.0085  -0.0048
O  -0.0008  0.0018  0.0072
O  0.0017  0.0023  -0.0044
O  0.0086  -0.0075  0.0135
O  -0.0058  -0.0029  -0.003
O  -0.0151  0.0079  -0.0094
O  -0.0189  -0.0067  0.0026
O  0.0089  -0.0037  0.0038
O  -0.0015  0.0047  -0.002
O  0.0045  -0.0049  0.0091
O  0.0151  0.0013  0.0127
O  -0.0044  0.0006  0.0097
O  -0.011  0.0096  -0.0073
O  0.0012  0.0006  0.0005
H  0.0236  0.0662  0.0097

The program warned: the cutoff lies below the one the program advises for these potential files; the forces do not sum to zero within the program's tolerance; the exchange-correlation potential is rough where the density is thin.
